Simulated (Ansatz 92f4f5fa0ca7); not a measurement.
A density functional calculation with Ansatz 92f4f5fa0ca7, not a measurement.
Periodic cell of 223 atoms, Si132O90As1, from a study of silicon, its oxide and their interface. The atomic structure is a simulated model.
Doubt: the cutoff is far below the 930 eV that the study's wrapper takes by default for these files, so forces and energies are approximate.

Settings
functional: PBE
potential files: Ansatz PAW
basis: plane waves
wave-function cutoff: 580 eV
density cutoff ratio: 5
exchange-correlation grid ratio: 1
k mesh: 1 x 1 x 1, Gamma-centred
self-consistency stop: 5e-08 eV per atom in the density residual
occupations: fixed
spin: none
net charge: +1 e, with a uniform compensating background and no finite-size correction

Cell vectors (angstrom)
a  10.938  0  0
b  0  10.938  0
c  0  0  32.1988

Atoms and the computed forces on them: element, x, y, z (angstrom), force x, y, z (eV/angstrom)
Si  10.5816  0.2438  24.8551  0.0259  -0.0827  -0.3545
Si  5.7274  10.6976  24.7326  -0.0425  0.0596  -0.393
Si  2.4732  2.9307  24.6282  0.0437  -0.0582  -0.3998
Si  8.421  2.4792  24.8199  -0.0748  0.048  -0.3995
Si  0.2658  5.1784  24.7558  -0.053  0.0308  -0.3971
Si  5.148  5.7644  24.6941  0.0242  -0.0497  -0.3913
Si  2.9273  8.023  24.5995  -0.0522  0.0265  -0.3979
Si  7.9288  8.4522  24.7219  0.0613  -0.0552  -0.3792
Si  1.3238  1.4032  26.0317  0.019  0.0229  0.1272
Si  6.8368  1.331  26.1118  0.0092  -0.0172  0.1594
Si  4.0375  4.1208  25.9863  0.0006  0.0121  0.1399
Si  9.6011  4.0749  26.0859  0.0051  0.0173  0.1373
Si  1.3877  6.846  25.9978  0.0232  0.0193  0.1544
Si  6.7648  6.8733  26.0258  0.0134  0.0058  0.1291
Si  4.0952  9.5589  25.9963  -0.0039  -0.0023  0.1299
Si  9.4611  9.5877  26.1368  -0.0227  0.0011  0.1494
Si  2.7306  0.0253  27.3475  0.0039  0.0026  -0.1572
Si  8.1606  0.0067  27.5509  -0.0074  -0.0157  -0.0187
Si  0.0144  2.745  27.4882  0.0035  -0.0033  -0.0312
Si  5.4432  2.7735  27.3677  0.0042  -0.0007  -0.1549
Si  2.7298  5.4943  27.4286  0.0048  0  -0.0904
Si  8.1895  5.5011  27.3573  0.012  -0.0109  -0.1528
Si  -0.0043  8.2138  27.3759  0.0017  -0.0059  -0.1543
Si  5.4426  8.2308  27.4455  -0.0086  -0.0072  -0.0601
Si  4.083  1.3994  28.7436  0.024  0.0025  0.1597
Si  9.5832  1.3842  28.8567  -0.0373  -0.0023  -0.0164
Si  1.3724  4.1447  28.8248  -0.0003  -0.0476  0.0326
Si  6.8317  4.1375  28.7391  0.0075  -0.0253  0.164
Si  4.103  6.8508  28.8092  -0.0221  0.0074  0.0611
Si  9.5602  6.8548  28.7495  0.004  0.0341  0.1483
Si  1.3737  9.6001  28.735  -0.0282  -0.0043  0.1673
Si  6.7814  9.5755  28.8727  0.1029  0.0081  -0.0336
Si  0.032  0.0151  30.1713  0.0397  -0.0131  -0.0928
Si  5.439  0.0532  30.1702  -0.0582  0.0391  -0.0891
Si  2.7515  2.7699  30.1623  -0.0114  -0.0189  -0.0974
Si  8.2021  2.788  30.1484  0.0013  0.0229  -0.0963
Si  -0.0083  5.5117  30.1525  -0.0328  0.0052  -0.1028
Si  5.4942  5.4988  30.1583  0.0173  -0.0033  -0.1025
Si  2.736  8.2503  30.1359  0.0156  0.02  -0.1188
Si  8.216  8.2189  30.1674  -0.0019  -0.0223  -0.086
Si  1.3889  1.4024  31.5427  0.0136  -0.005  0.1261
Si  6.8396  1.4196  31.5108  0.008  -0.0004  0.1117
Si  4.1289  4.1375  31.5301  -0.0002  0.0024  0.1159
Si  9.5766  4.1432  31.5278  0.0086  0.0024  0.1227
Si  1.3698  6.8922  31.4976  0.006  0.0113  0.1167
Si  6.8615  6.8584  31.5501  -0.0016  0.0005  0.1378
Si  4.0928  9.6121  31.5354  0.0003  -0.0147  0.1356
Si  9.5918  9.594  31.5319  -0.005  -0.005  0.1189
Si  2.7587  0.0466  0.7284  0.006  -0.0109  -0.1202
Si  8.2172  0.0541  0.6746  0.0074  0.0059  -0.1492
Si  0.0165  2.786  0.7092  -0.0215  -0.0024  -0.1202
Si  5.5074  2.7836  0.707  -0.0029  0.0031  -0.1274
Si  2.7591  5.5511  0.6649  0.0317  -0.012  -0.1338
Si  8.243  5.5035  0.7288  -0.005  0.019  -0.1322
Si  0.0343  8.2384  0.7032  -0.0256  0.0063  -0.1467
Si  5.4932  8.2592  0.7078  -0.0186  0.0132  -0.1422
Si  4.1543  1.4207  2.079  0.0103  -0.0225  0.1102
Si  9.5764  1.4005  2.0695  0.044  0.023  0.1251
Si  1.4008  4.2031  2.036  -0.0643  0.0019  0.0688
Si  6.8773  4.1353  2.0929  0.022  -0.0293  0.1533
Si  4.1265  6.8871  2.0785  0.0472  0.0384  0.1446
Si  9.615  6.8889  2.084  -0.0181  -0.0232  0.1312
Si  1.3952  9.5978  2.0808  0.0743  -0.0126  0.1571
Si  6.8672  9.6472  2.0714  -0.028  -0.0281  0.1203
Si  0.004  0.0102  3.4113  -0.0655  0.1021  -0.1394
Si  5.5298  0.0758  3.4919  -0.0392  0.0106  -0.2714
Si  2.8079  2.8714  3.3543  0.0382  -0.1114  -0.0674
Si  8.2188  2.746  3.4862  0.0355  0.0476  -0.2562
Si  0.0645  5.548  3.4655  0.0186  0.0259  -0.1696
Si  5.5246  5.5296  3.4345  0.0148  -0.003  -0.1317
Si  2.7913  8.2684  3.4814  -0.0827  0.0056  -0.2646
Si  8.2578  8.2915  3.4113  -0.0032  -0.0195  -0.0617
Si  1.4084  1.4799  4.6229  -0.0187  0.0448  0.104
Si  6.8748  1.4067  4.9316  0.012  0.0089  0.2995
Si  4.1899  4.1448  4.8142  -0.0842  0.1426  0.2296
Si  9.6274  4.1373  4.7847  -0.0712  0.0231  0.2293
Si  1.4428  6.9072  4.8673  -0.0216  -0.0046  0.2558
Si  6.8946  6.9344  4.7826  0.0794  0.0305  0.1982
Si  4.1518  9.6597  4.8479  0.0226  0.0169  0.2174
Si  9.6156  9.5956  4.8549  0.1812  -0.232  0.2936
Si  2.7853  0.2405  6.0308  0.0692  0.0487  -0.2587
Si  8.252  0.0073  6.2833  -0.0693  -0.061  -0.2694
Si  0.0822  2.7567  6.0755  -0.0321  -0.0319  -0.3469
Si  5.5154  2.8082  6.3037  -0.054  -0.058  -0.2971
Si  2.8586  5.5584  6.1971  0.0858  -0.0105  -0.2941
Si  8.2909  5.5376  6.1246  0.056  0.0346  -0.2323
Si  0.1285  8.2471  6.3178  -0.1365  -0.0008  -0.2966
Si  5.5533  8.3155  6.2126  0.0537  -0.0222  -0.35
Si  3.8387  1.6985  7.604  0.0622  -0.1799  0.5945
Si  9.8733  1.2274  7.4658  -0.078  0.1364  0.6557
Si  1.6457  3.9338  7.3626  -0.1588  0.147  0.4381
Si  6.7136  4.4761  7.5002  0.0453  0.1135  0.6103
Si  4.4661  6.7144  7.5243  -0.077  0.0107  0.4333
Si  9.4767  7.013  7.5797  0.1598  -0.2264  0.4069
Si  1.2275  10.0777  7.3326  0.1787  -0.0643  0.5037
Si  7.176  9.288  7.6636  -0.0597  -0.0653  0.6433
O  8.2425  8.0614  7.7471  -0.0244  0.2453  0.0298
O  2.7429  2.8718  8.0047  0.0308  -0.0807  -0.1495
O  9.5184  1.3693  24.2528  0.0002  0.0106  0.1813
O  4.0494  6.8846  24.1309  -0.0019  0.0116  0.1652
O  0.077  0.1394  7.9854  -0.0499  0.0754  -0.1825
O  5.6007  5.6064  7.9919  0.0192  -0.058  -0.1375
O  6.8427  9.5908  24.1908  0.001  -0.0061  0.1598
O  1.3698  4.0837  24.1605  -0.0116  -0.0087  0.171
O  3.9384  7.5001  8.8878  0.1637  -0.0245  -0.2094
O  0.6546  4.5474  8.4907  0.1035  0.0741  -0.17
O  9.833  6.4617  9.1001  -0.0281  -0.0576  -0.5647
O  2.2998  9.6958  8.5333  -0.1068  0.2687  -0.3617
O  7.4836  3.975  8.8701  -0.1165  0.1588  -0.4414
O  4.2873  0.962  9.017  -0.1557  0.1013  -0.4495
O  6.7867  9.5267  9.2407  0.0646  0.0189  -0.6794
O  9.203  1.9227  8.7976  0.1854  -0.1168  -0.423
O  7.6901  3.1612  23.5187  0.1604  -0.1258  0.3462
O  10.4603  5.8341  23.451  0.1443  -0.1434  0.3547
O  5.0693  0.4394  23.3911  0.1243  -0.1621  0.3652
O  5.8404  5.0959  23.3602  -0.1239  0.1532  0.3439
O  3.0839  2.211  23.26  -0.145  0.1276  0.3586
O  2.2847  8.7174  23.2247  0.1528  -0.111  0.3407
O  8.5879  7.7503  23.3809  -0.1447  0.1247  0.3361
O  0.2333  10.3433  23.5896  -0.1253  0.1694  0.3625
Si  4.3686  1.5701  22.4528  0.0058  -0.0293  -0.6172
Si  3.4629  7.817  14.0115  0.0274  -0.0273  0.1788
Si  7.0859  0.8957  14.6442  -0.0383  -0.0115  0.1076
Si  0.9258  9.3434  22.5274  -0.022  0.0621  -0.6036
Si  1.1562  4.1005  11.9339  0.1822  -0.0375  0.242
Si  6.2147  8.8918  15.2938  0.012  0.0025  -0.0135
Si  0.7082  1.1725  12.3457  -0.0211  0.0536  0.1787
Si  8.6015  4.9371  20.5068  0.0686  -0.1032  -0.5049
As  0.5569  5.9469  9.6797  -0.4487  -0.5028  0.6775
Si  5.0646  3.0739  17.9106  0.0366  0.0534  -0.1569
Si  0.8651  3.6629  16.7631  0.0472  0.0158  -0.0914
Si  10.3594  2.8016  19.2351  0.013  -0.0075  -0.3192
Si  5.2738  1.187  10.3216  0.0654  0.0579  0.5869
Si  0.8485  0.132  19.8369  -0.1056  0.1083  -0.408
Si  6.6302  9.4372  10.872  0.0243  -0.0857  0.6008
Si  9.3095  9.6205  18.3035  -0.0394  -0.0584  -0.2001
Si  9.3654  9.1841  12.569  0.0195  -0.0104  0.2919
Si  6.5476  3.8488  22.5876  0.0309  -0.0027  -0.557
Si  2.4629  8.1939  9.1428  -0.1026  -0.1535  0.6136
Si  10.5491  7.2946  17.0635  0.0442  -0.0217  -0.0785
Si  2.4766  6.2121  16.5783  -0.0237  -0.0288  -0.0235
Si  10.2004  4.4112  14.2017  -0.0466  0.0495  0.1461
Si  6.1007  9.1379  18.495  0.0439  -0.0493  -0.1704
Si  7.9587  2.602  9.6037  -0.0279  -0.1182  0.6434
Si  8.905  2.0819  12.4478  0.0825  -0.0996  0.3175
Si  5.2946  6.2017  18.0608  -0.047  -0.007  -0.1332
Si  3.8903  0.5252  19.4499  0.056  -0.0325  -0.427
Si  4.2091  3.8316  11.9996  -0.0919  0.0686  0.2644
Si  5.5527  6.5387  12.1083  -0.0096  -0.0545  0.25
Si  7.9632  2.4534  17.2231  -0.0193  -0.0153  -0.1143
Si  4.3299  2.4355  14.9069  0.0037  -0.0596  0.0808
Si  1.5255  1.0931  15.3095  0.0015  -0.0165  0.0463
Si  1.5181  9.2259  11.9589  -0.0349  0.1467  0.416
Si  8.0394  6.7627  13.8477  -0.0181  -0.0181  0.1779
Si  10.3875  9.7584  15.4892  0.0425  -0.0008  0.0151
Si  9.7801  7.0015  22.5505  -0.0075  -0.0149  -0.5633
Si  8.0601  5.4345  17.4026  0.0055  0.0222  -0.2013
O  6.0277  7.9358  11.3011  0.0438  0.1459  -0.1965
O  5.9794  9.1329  16.8767  -0.0029  0.0045  0.0855
O  7.7396  1.2655  13.2076  0.0176  0.0236  -0.1264
O  0.7721  1.499  13.9388  -0.0158  -0.0145  -0.0836
O  9.3754  6.1988  16.8625  -0.0329  -0.0232  0.0477
O  6.7856  6.0953  13.0719  -0.0567  -0.0037  -0.1125
O  5.0844  4.6093  18.582  0.0074  -0.0162  0.071
O  9.1893  2.1184  18.2715  0.0567  0.0069  0.112
O  2.3325  0.062  19.0754  -0.0208  -0.0043  0.1348
O  9.3855  10.1658  16.7405  -0.0147  0.0109  0.0785
O  2.7304  4.4769  11.6455  0.0848  -0.0194  -0.1022
O  5.032  10.2861  19.0824  -0.0689  0.0738  0.1167
O  9.4596  3.1592  13.5034  -0.0352  -0.048  -0.0844
O  0.3991  1.712  19.9711  0.0451  -0.0511  0.1305
O  3.1237  1.3166  15.0463  0.0082  0.0066  -0.0214
O  8.1339  5.3488  19.0167  0.0375  -0.0287  0.2936
O  3.8438  6.5559  17.4  0.0473  0.007  0.0489
O  4.5881  3.2167  16.3356  0.0081  -0.0013  0.0509
O  9.0858  5.5998  14.2887  0.0084  -0.0087  -0.0402
O  5.4307  2.7618  22.1312  0.0071  0.01  0.1912
O  10.6364  4.0732  15.7253  -0.0032  -0.0052  -0.044
O  0.3263  3.8037  18.298  -0.0586  -0.0309  0.1319
O  10.3985  10.4596  19.1942  0.1086  0.0391  0.1551
O  9.6822  9.9753  14.0137  -0.0047  -0.0285  -0.1148
O  10.8847  8.1104  22.1083  -0.0016  -0.0144  0.1912
O  1.1737  2.0765  16.5559  -0.0084  -0.0039  0.0204
O  9.6926  3.7201  20.4135  -0.0726  0.0898  0.1933
O  8.0727  3.9808  16.6787  0.0072  0.0057  0.048
O  -0.1062  8.9924  11.8493  0.0686  -0.0429  -0.1494
O  6.5455  2.3703  18.0292  -0.0223  -0.0056  0.0604
O  5.5635  10.706  11.1568  -0.0141  0.0499  -0.2027
O  7.7164  9.542  18.8164  -0.0099  0.0067  0.0711
O  10.0555  0.9905  11.9806  -0.0332  0.0118  -0.0932
O  1.4065  7.2685  8.3312  0.1675  0.3351  -0.6579
O  0.7046  4.6176  13.4341  -0.0036  -0.0191  -0.0667
O  5.6649  7.5798  18.9768  0.0089  0.0232  0.0769
O  5.2089  5.0458  11.4598  -0.0084  -0.0377  -0.1042
O  2.6938  6.8842  15.1115  0.0015  0.0129  -0.05
O  1.235  2.4988  11.6138  -0.0115  -0.0002  -0.0586
O  0.8997  10.5465  15.654  -0.0095  0.0206  -0.0326
O  2.2542  8.4101  10.7576  0.0538  -0.1351  -0.4399
O  4.6579  2.4184  11.24  0.0725  -0.162  -0.2206
O  4.1678  3.4784  13.6336  0.0039  0.048  -0.1575
O  2.1875  4.5967  16.5086  -0.0045  -0.0053  0.0119
O  10.6627  8.1613  15.6775  -0.0103  -0.009  0.004
O  6.886  10.2261  14.6628  0.0018  -0.0042  -0.0201
O  2.2876  8.7455  13.3317  -0.0562  0.0189  -0.1406
O  7.9506  1.4603  15.9232  0.0037  0.0136  0.0189
O  4.1575  6.8919  12.8728  0.0226  -0.0295  -0.1032
O  4.1229  1.9678  18.6791  -0.0413  -0.0964  0.1413
O  7.2626  4.425  21.2613  -0.1422  -0.0681  0.313
O  8.3704  2.8861  11.1437  -0.0906  0.0478  -0.3343
O  1.1339  6.7786  17.344  -0.0136  0.0098  0.0314
O  5.623  1.5382  14.6297  0.0029  0.0293  -0.0317
O  8.0992  9.7249  11.6205  -0.1142  0.0237  -0.1916
O  9.1957  6.271  21.2246  0.0784  0.1493  0.3209
O  8.9303  7.6626  12.8626  0.0321  0.0579  -0.0927
O  1.6528  -0.0752  11.8969  0.0155  -0.0776  -0.1172
O  6.5996  6.1062  17.058  0.001  -0.0042  0.0502
O  7.326  7.7111  14.9975  0.0177  -0.0223  -0.0356
O  1.1847  10.2612  21.2157  0.025  -0.169  0.4021
O  10.0004  8.1399  18.3389  -0.0165  0.0333  0.0874
O  3.939  0.8464  21.0606  0.046  0.108  0.4424
O  0.0008  4.7248  10.9898  -0.1156  0.266  -0.47
O  6.6998  1.5778  9.6268  0.0267  0.0322  -0.2275
O  4.7121  8.6558  14.672  -0.0097  -0.0065  -0.0393

Results
free energy: -139954.895 eV
free energy less fixed offsets of As -4856.12, O -568.88, Si -635.61 eV per atom: 0.945 eV

The program warned: the cutoff lies below the one the program advises for these potential files; the exchange-correlation potential is rough where the density is thin.
